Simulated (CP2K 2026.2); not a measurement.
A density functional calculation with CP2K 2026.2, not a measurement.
Periodic cell of 504 atoms, Si360O144, from a study of silicon, its oxide and their interface. The atomic structure is a simulated model.
Doubt: the forces sum to 2.22 eV/angstrom along one axis rather than to zero, so they err by at least 0.0044 eV/angstrom per atom on average; the grid cutoff is modest.

Settings: functional PBE; method Gaussian and plane waves; basis set DZVP-MOLOPT-SR-GTH; pseudopotentials GTH-PBE; grid cutoff 350 Ry, relative cutoff 50 Ry; k points Gamma only; occupations fixed; spin none; net charge 0.

Cell vectors (angstrom)
a	16.32	0	0
b	0	16.32	0
c	-6.1362	-3.5766	33.5231

Atoms and the computed forces on them: element, x, y, z (angstrom), force x, y, z (eV/angstrom)
Si	1.637	14.87	0.054	-0.181	0.083	0.709
Si	-1.812	-2.394	33.397	-0.136	0.215	0.699
Si	1.124	4.171	0.139	0.196	-0.114	0.764
Si	3.769	7.064	0.157	0.093	-0.233	0.804
Si	1.53	9.301	0.014	-0.179	0.267	0.689
Si	-2.331	9.016	33.507	0.088	-0.239	0.71
Si	6.44	15.186	0.06	0.172	0.046	0.724
Si	3.243	-1.973	33.504	0.086	-0.22	0.707
Si	1.057	0.29	33.523	-0.214	0.051	0.73
Si	9.305	6.872	0.231	0.26	-0.009	0.715
Si	0.9	5.452	33.483	-0.147	0.37	0.731
Si	9.884	11.838	0.097	-0.234	0.107	0.788
Si	12.384	14.673	0.128	-0.116	0.167	0.762
Si	14.538	1.583	0.09	0.226	-0.114	0.728
Si	12.502	3.971	0.156	-0.222	0.096	0.774
Si	15.271	6.443	0.038	-0.197	0.232	0.794
Si	12.221	9.737	0.151	0.085	-0.196	0.679
Si	14.777	12.663	0.119	0.059	-0.176	0.689
Si	2.808	0.075	1.342	0.028	0.018	-0.042
Si	5.499	2.737	1.214	0.023	0.006	-0.064
Si	2.692	5.394	1.389	-0.015	0.006	-0.059
Si	5.424	8.127	1.408	-0.01	0	-0.055
Si	2.691	10.939	1.259	-0.009	-0.01	-0.041
Si	5.35	13.642	1.409	0.001	0.002	-0.044
Si	8.157	0.001	1.243	-0.004	0.02	-0.067
Si	10.87	2.774	1.366	-0.005	0.015	-0.033
Si	8.125	5.389	1.534	0.01	-0.007	-0.052
Si	10.968	8.117	1.353	-0.003	0.017	-0.056
Si	8.13	10.759	1.225	0.005	-0.016	-0.068
Si	10.879	13.489	1.438	-0.005	0	-0.072
Si	13.485	-0.008	1.425	-0.002	-0.018	-0.064
Si	-0.084	2.632	1.387	-0.029	0.018	-0.068
Si	13.695	5.442	1.476	0.003	-0.01	-0.089
Si	-0.021	8.139	1.319	0.001	-0.024	-0.078
Si	13.705	10.98	1.418	0.005	0.008	-0.062
Si	0.022	13.777	1.412	0.013	-0.01	-0.046
Si	1.367	1.346	2.7	-0.009	-0.002	0.016
Si	4.126	4.048	2.656	0.01	-0.013	0.002
Si	1.339	6.792	2.732	-0.004	-0.002	0.043
Si	4.081	9.599	2.671	-0.03	-0.009	0.007
Si	1.336	12.268	2.683	0.003	0.004	0.018
Si	4.054	15.006	2.789	0.011	0.003	0.029
Si	6.822	1.371	2.656	-0.005	-0.01	0.032
Si	9.556	4.078	2.81	0.019	-0.002	0.035
Si	6.724	6.753	2.806	0.009	0.03	0.01
Si	9.522	9.47	2.687	-0.004	0.011	0.014
Si	6.804	12.204	2.602	0.01	-0.018	-0.001
Si	9.481	14.943	2.651	0.013	0.019	0.009
Si	12.156	1.369	2.761	-0.007	0.007	0.03
Si	14.984	4.03	2.816	0.008	0.003	0.054
Si	12.285	6.8	2.76	-0.004	-0.014	0.008
Si	14.992	9.516	2.712	0.009	0.013	0.015
Si	12.283	12.23	2.819	-0.01	-0.033	0.046
Si	14.956	15.061	2.781	-0.014	0.012	0.029
Si	0.022	0.039	4.128	-0.013	0.005	0.006
Si	2.739	2.721	4.036	0.009	0.001	-0.007
Si	0.018	5.432	4.127	-0.001	0.007	-0.014
Si	2.728	8.188	4.036	0.012	-0.008	-0.02
Si	0.021	10.884	4.069	0.012	0.015	-0.006
Si	2.688	13.607	4.088	-0.01	0.01	-0.013
Si	5.472	0.031	4.077	0.005	0.007	-0.015
Si	8.157	2.696	4.091	-0.026	-0.006	-0.02
Si	5.392	5.39	4.123	-0.001	-0.01	0.026
Si	8.156	8.137	4.078	0.027	-0.001	-0.016
Si	5.453	10.91	4.044	0	0.001	0.014
Si	8.137	13.574	4.009	-0.003	-0.011	0.006
Si	10.817	-0.027	4.076	-0.006	0.004	0.003
Si	13.565	2.698	4.123	0.013	0.007	-0.002
Si	10.919	5.45	4.126	-0.006	-0.014	0.01
Si	13.621	8.182	4.095	0.006	-0.001	0.003
Si	10.868	10.844	4.087	-0.002	-0.013	-0.024
Si	13.626	13.637	4.122	-0.003	0.002	-0.001
Si	1.351	-1.367	16.327	-0.001	-0.001	-0.011
Si	4.068	1.354	16.332	0.013	-0.008	-0.005
Si	1.347	4.066	16.357	-0.005	-0.013	0
Si	4.095	6.804	16.31	-0.005	0.002	-0.01
Si	1.366	9.538	16.306	-0.006	-0.003	-0.015
Si	4.086	12.241	16.341	0.002	0.001	-0.015
Si	6.792	-1.374	16.299	0.002	-0.02	-0.009
Si	9.537	1.36	16.31	0.004	0.007	-0.003
Si	6.792	4.085	16.32	-0.007	0.009	-0.005
Si	9.509	6.796	16.313	-0.004	0	-0.007
Si	6.779	9.517	16.292	-0.007	0.003	-0.018
Si	9.54	12.265	16.297	0	0.005	-0.005
Si	12.233	-1.343	16.326	0.013	0.006	-0.003
Si	-1.347	1.352	16.335	-0.001	0.001	-0.004
Si	12.239	4.082	16.283	-0.008	0	-0.011
Si	-1.358	6.8	16.329	-0.001	0.006	-0.006
Si	12.249	9.515	16.317	0.003	-0.007	-0.01
Si	-1.355	12.231	16.314	0.002	0.011	-0.003
Si	2.69	0.003	17.694	-0.003	-0.006	-0.005
Si	5.439	2.714	17.677	-0.018	0.013	0.019
Si	2.745	5.441	17.661	0.021	0.001	0.017
Si	5.448	8.157	17.689	0.011	0.008	0
Si	2.742	10.856	17.694	-0.012	-0.004	-0.004
Si	5.423	13.633	17.699	0.003	-0.006	0.021
Si	8.199	-0.055	17.631	-0.003	-0.008	-0.011
Si	10.884	2.751	17.657	-0.008	-0.021	0.019
Si	8.127	5.464	17.686	0.004	0.006	0.003
Si	10.899	8.131	17.658	0.005	0.017	0.017
Si	8.137	10.913	17.591	-0.012	0	0
Si	10.887	13.617	17.697	-0.013	-0.01	0.002
Si	-2.724	0.012	17.687	-0.011	-0.006	0.023
Si	-0.011	2.695	17.742	0.009	-0.003	-0.01
Si	-2.725	5.411	17.661	-0.001	0.011	0.004
Si	-0.015	8.211	17.659	-0.009	-0.011	0
Si	-2.731	10.896	17.679	0.02	-0.004	-0.005
Si	0.023	13.558	17.681	0.005	0.01	0.009
Si	1.35	1.325	19.114	-0.008	-0.005	-0.006
Si	4.069	4.063	19.056	-0.002	0.006	-0.024
Si	1.41	6.88	18.951	0.028	0.012	-0.035
Si	4.145	9.54	19.067	-0.005	0.011	-0.007
Si	1.387	12.193	19.063	-0.01	0.008	-0.027
Si	4.007	-1.359	19.072	-0.002	-0.021	-0.031
Si	6.83	1.287	18.939	-0.015	0.002	-0.013
Si	9.503	4.104	19.006	0.008	0.005	-0.022
Si	6.755	6.789	19.09	0.009	-0.028	-0.013
Si	9.468	9.52	18.898	-0.003	-0.006	-0.051
Si	6.865	12.304	19	0.019	0.001	-0.034
Si	9.559	-1.332	19.079	-0.005	0.017	-0.001
Si	12.271	1.446	19.036	0.023	0.001	-0.036
Si	-1.401	4.067	19.07	-0.021	-0.015	-0.004
Si	12.253	6.748	19.036	-0.01	-0.002	-0.003
Si	-1.389	9.549	19.051	0.002	0.02	-0.029
Si	12.219	12.233	19.056	0.018	-0.004	-0.004
Si	-1.392	-1.434	18.998	-0.024	0.009	-0.045
Si	-0.053	-0.103	20.376	-0.009	0.004	0.061
Si	2.696	2.723	20.468	0.008	0.01	0.06
Si	0.023	5.506	20.231	0.021	0.002	0.049
Si	2.785	8.172	20.4	-0.006	-0.011	0.072
Si	0.002	10.871	20.438	0	-0.011	0.045
Si	2.704	13.54	20.48	0.026	0.002	0.054
Si	5.431	0.022	20.331	0.003	-0.003	0.035
Si	8.194	2.629	20.272	0.015	0.003	0.042
Si	5.43	5.394	20.479	-0.008	-0.004	0.056
Si	8.163	8.201	20.328	-0.002	0.012	0.072
Si	5.53	10.949	20.361	-0.007	0.022	0.081
Si	8.213	13.633	20.451	-0.013	-0.01	0.044
Si	10.933	0.077	20.383	0.006	0.015	0.059
Si	-2.752	2.775	20.535	0.001	-0.005	0.049
Si	10.848	5.432	20.418	-0.003	0.001	0.038
Si	-2.737	8.146	20.387	0.005	-0.018	0.037
Si	10.77	10.858	20.288	-0.009	-0.006	0.045
Si	-2.731	13.555	20.44	0.005	0.014	0.058
Si	0.982	-1.746	21.714	0.101	0.074	-0.752
Si	4.364	1.593	21.701	-0.182	-0.049	-0.705
Si	1.469	4.379	21.634	0.014	-0.26	-0.706
Si	3.768	6.51	21.746	0.242	0.086	-0.769
Si	1.235	9.329	21.719	0.169	0.252	-0.691
Si	4.454	12.519	21.729	-0.243	-0.122	-0.749
Si	6.596	-1.486	21.67	0.243	0.09	-0.72
Si	9.776	1.637	21.713	-0.083	-0.168	-0.789
Si	6.654	3.711	21.609	0.003	0.248	-0.677
Si	9.666	7.027	21.673	-0.151	-0.172	-0.728
Si	7.124	9.822	21.651	-0.095	-0.078	-0.744
Si	9.351	12.022	21.772	0.106	0.207	-0.726
Si	-3.827	-1.093	21.674	-0.128	-0.116	-0.793
Si	-1.592	1.074	21.69	0.087	0.153	-0.797
Si	11.938	3.936	21.875	0.227	0.12	-0.674
Si	-1.009	7.078	21.587	-0.296	-0.161	-0.73
Si	11.845	9.237	21.545	0.18	-0.035	-0.733
Si	-1.226	12.34	21.807	-0.147	-0.166	-0.717
Si	7.457	9.236	28.74	0.016	0.055	-0.001
Si	9.132	8.78	26.16	-0.053	-0.015	0.019
Si	5.284	-2.493	26.704	0.063	-0.06	0.081
Si	0.989	5.456	27.709	0.03	-0.007	-0.016
Si	1.74	10.196	24.739	0.036	0.023	-0.127
Si	1.615	10.805	30.977	0.081	0.035	0.108
Si	4.581	2.255	26.754	0.016	-0.003	0.011
Si	0.641	1.237	30.543	0.141	-0.081	0.117
Si	4.359	12.381	31.431	0.108	0.033	0.138
Si	5.196	7.162	29.049	0.056	-0.032	0.021
Si	-4.619	-0.095	28.636	-0.008	-0.056	0.135
Si	4.956	2.264	31.62	-0.042	-0.054	0.185
Si	0.916	12.715	28.895	0.1	0.048	-0.061
Si	0.225	8.108	26.464	-0.081	-0.023	-0.084
Si	-5.286	11.95	30.661	-0.043	-0.073	0.102
Si	8.682	0.305	29.278	0.012	0.025	-0.037
Si	-4.011	-1.985	26.39	-0.037	-0.045	-0.14
Si	-3.522	11.969	28.253	-0.112	-0.041	0.047
Si	-1.35	3.862	26.244	-0.062	0.071	-0.095
Si	6.488	9.297	24.563	-0.009	-0.026	-0.051
Si	-2.763	10.437	23.795	0.084	0.026	-0.074
Si	0.689	6.225	30.55	-0.05	-0.06	0.142
Si	5.118	6.774	24.485	-0.039	-0.057	0.051
Si	-2.053	9.534	28.011	-0.046	-0.158	-0.074
Si	-3.281	-0.543	31.314	0.016	-0.026	0.082
Si	6.967	0.188	26.575	-0.052	-0.05	0.041
Si	2.905	8.31	30.706	0.055	-0.094	0.12
Si	6.421	4.965	30.988	0.096	0.046	0.013
Si	2.852	-1.577	28.485	-0.093	0.008	0.043
Si	8.715	-2.548	30.59	-0.027	0.057	0.074
Si	0.179	2.63	23.783	-0.018	0.093	-0.1
Si	3.431	1.137	29.343	-0.024	-0.041	-0.007
Si	9.731	9.048	30.767	0.019	0.031	0.108
Si	-3.755	5.381	24.722	-0.01	-0.042	-0.151
Si	3.955	5.203	26.882	-0.012	-0.019	0.003
Si	-4.348	10.058	26.359	0.003	-0.105	-0.064
Si	4.464	11.586	24.703	-0.032	-0.083	-0.102
Si	7.925	5.409	23.778	0.068	0.055	-0.173
Si	8.579	3.123	30.478	0.078	-0.056	0.13
Si	10.641	-2.405	23.897	-0.041	-0.03	-0.187
Si	10.682	4.408	28.683	-0.056	-0.011	0.047
Si	1.413	-1.147	24.664	-0.107	-0.069	-0.011
Si	-1.868	7.506	24.32	-0.032	0.058	-0.077
Si	6.354	12.201	29.125	0.004	-0.033	0.056
Si	8.388	-0.183	23.876	-0.019	-0.06	-0.184
Si	-1.219	-1.357	25.974	0.119	0.001	-0.108
Si	9.708	5.619	26.122	0.081	0.088	-0.061
Si	-1.855	7.921	30.636	-0.008	0.017	0.115
Si	-4.674	6.679	30.633	-0.078	0.027	0.198
Si	2.973	1.201	24.397	0.035	-0.032	-0.02
Si	-1.904	2.288	30.862	-0.161	-0.036	0.054
Si	-3.264	2.66	28.32	-0.039	0.095	0.029
Si	0.038	-1.001	28.515	0.062	0.128	-0.022
Si	0.606	12.624	25.912	-0.033	0.096	-0.031
Si	1.347	14.956	5.465	0.008	-0.015	0.01
Si	4.087	1.369	5.427	-0.008	0	-0.001
Si	1.4	4.077	5.443	-0.011	0.001	0.01
Si	4.054	6.809	5.431	-0.02	-0.004	0.009
Si	1.379	9.529	5.428	0.003	-0.002	0.007
Si	4.088	12.257	5.42	-0.002	-0.003	0.006
Si	6.805	14.944	5.41	0.019	0.01	0.008
Si	9.492	1.332	5.459	0.008	0.003	0.008
Si	6.796	4.057	5.452	0.009	-0.002	0.011
Si	9.522	6.799	5.452	0.002	0.005	0.015
Si	6.798	9.527	5.411	-0.003	0	0.009
Si	9.508	12.24	5.406	-0.003	0.007	-0.004
Si	12.222	14.974	5.446	0.011	0.009	0.003
Si	14.959	1.375	5.474	0.012	0.014	0.016
Si	12.245	4.077	5.486	-0.008	-0.009	0.012
Si	14.968	6.805	5.456	-0.014	-0.002	0.005
Si	12.237	9.511	5.455	-0.011	-0.009	0.015
Si	14.975	12.239	5.444	0	-0.007	0.011
Si	2.729	0.004	6.793	-0.007	-0.004	0.005
Si	5.433	2.713	6.814	0.002	0.007	0.001
Si	2.721	5.451	6.815	0.009	0.007	0
Si	5.442	8.162	6.777	0.004	-0.006	-0.001
Si	2.738	10.885	6.787	0.006	0.006	0.001
Si	5.44	13.608	6.789	-0.006	0.004	-0.003
Si	8.147	-0.03	6.809	-0.004	-0.006	-0.001
Si	10.865	2.705	6.809	0.001	0.001	0.001
Si	8.159	5.431	6.8	0.002	-0.008	0.001
Si	10.881	8.154	6.816	0.002	0.001	-0.003
Si	8.153	10.886	6.781	0.005	-0.001	-0.001
Si	10.868	13.593	6.787	-0.005	0.004	0
Si	13.593	0.001	6.813	-0.001	0.002	-0.003
Si	0.016	2.735	6.809	-0.007	0	0
Si	13.611	5.447	6.824	0	0.003	0.003
Si	0.014	8.171	6.798	0	-0.002	0.001
Si	13.601	10.884	6.798	-0.008	0	-0.005
Si	0	13.592	6.821	0	0.004	0.002
Si	1.368	1.36	8.159	-0.002	0.006	-0.012
Si	4.083	4.087	8.168	0.004	0.004	0
Si	1.357	6.806	8.168	-0.001	-0.006	0.004
Si	4.088	9.519	8.15	-0.003	0.001	-0.008
Si	1.374	12.234	8.161	-0.004	0.002	-0.004
Si	4.083	14.964	8.156	0.003	0.001	0.003
Si	6.791	1.344	8.164	-0.006	-0.012	0.001
Si	9.514	4.074	8.167	-0.01	-0.006	0
Si	6.797	6.8	8.147	0.009	0.006	-0.005
Si	9.515	9.529	8.152	0.006	-0.006	-0.001
Si	6.798	12.242	8.149	0.004	0.007	-0.007
Si	9.519	14.947	8.164	-0.004	0.009	-0.002
Si	12.236	1.36	8.171	0.005	0.006	-0.002
Si	-1.345	4.088	8.174	0.013	0.015	0.001
Si	12.241	6.799	8.176	-0.011	-0.007	-0.001
Si	-1.356	9.523	8.157	-0.007	-0.001	-0.01
Si	12.235	12.241	8.152	0.004	0	-0.002
Si	-1.367	14.955	8.168	-0.012	-0.012	0.001
Si	0.002	0.001	9.516	0.004	0.002	-0.006
Si	2.722	2.721	9.523	-0.006	0.005	-0.005
Si	0.004	5.447	9.535	-0.013	0.004	0.002
Si	2.726	8.164	9.518	-0.003	-0.005	-0.001
Si	0.005	10.878	9.518	0.003	0	-0.005
Si	2.725	13.603	9.517	0.003	-0.001	0
Si	5.435	-0.005	9.53	-0.001	0.005	0
Si	8.152	2.712	9.52	0.004	0.001	-0.002
Si	5.442	5.446	9.521	0.002	-0.003	-0.001
Si	8.158	8.16	9.508	-0.007	-0.001	-0.002
Si	5.442	10.882	9.512	0.003	-0.007	-0.002
Si	8.156	13.594	9.522	0.006	0.001	0.001
Si	10.877	-0.007	9.522	0.003	-0.01	-0.003
Si	13.604	2.723	9.522	0.001	0	-0.004
Si	10.879	5.434	9.524	0.005	0.001	0
Si	13.605	8.165	9.524	0.001	-0.002	-0.001
Si	10.878	10.882	9.515	-0.002	0.005	-0.001
Si	13.594	13.595	9.522	-0.006	0.005	0.002
Si	1.362	14.963	10.877	-0.007	-0.005	-0.003
Si	4.078	1.36	10.887	0.005	-0.001	-0.002
Si	1.364	4.08	10.886	0.001	0.001	-0.001
Si	4.08	6.802	10.882	0.002	0	0.003
Si	1.361	9.518	10.879	-0.002	-0.003	-0.002
Si	4.083	12.241	10.875	-0.002	0.002	0.002
Si	6.799	14.956	10.882	-0.003	0.001	0.001
Si	9.518	1.357	10.878	-0.001	0.003	-0.002
Si	6.795	4.078	10.879	-0.004	0.002	0
Si	9.519	6.802	10.873	0	-0.001	-0.002
Si	6.799	9.518	10.871	0.01	0.001	-0.001
Si	9.52	12.238	10.88	-0.001	0	0.002
Si	12.237	14.956	10.882	0.004	0.004	0.005
Si	-1.355	1.361	10.878	-0.005	0	-0.002
Si	12.243	4.079	10.884	-0.001	0.001	0.003
Si	-1.361	6.802	10.888	0.01	-0.002	0.006
Si	12.242	9.527	10.877	-0.005	-0.002	0
Si	-1.356	12.239	10.877	-0.003	-0.001	0
Si	2.718	-0.002	12.245	0.001	0.008	0
Si	5.434	2.723	12.247	0.002	0.003	0.004
Si	2.723	5.439	12.245	-0.007	-0.004	0.003
Si	5.44	8.164	12.236	-0.001	0.001	0.001
Si	2.716	10.885	12.231	-0.003	-0.008	0.003
Si	5.439	13.598	12.242	0.003	-0.003	0.006
Si	8.155	0.004	12.238	0.001	-0.003	0.001
Si	10.882	2.715	12.238	0.002	-0.004	0.002
Si	8.16	5.438	12.23	0.005	0.001	-0.001
Si	10.88	8.165	12.232	0.004	0.004	0.002
Si	8.159	10.874	12.232	-0.003	-0.004	0.001
Si	10.879	13.598	12.243	-0.003	0.001	0.005
Si	13.604	-0.003	12.232	-0.001	-0.005	0.002
Si	0.003	2.719	12.243	0.002	0.004	0.002
Si	13.6	5.44	12.247	-0.005	0.003	0.004
Si	0.006	8.155	12.244	-0.009	-0.004	0
Si	13.606	10.882	12.24	0.007	0.003	0.003
Si	0.001	13.605	12.237	0.004	0.01	0.001
Si	1.359	1.357	13.606	-0.007	-0.006	0.005
Si	4.072	4.079	13.613	0.001	0.005	0.003
Si	1.36	6.791	13.609	0.008	0.001	0.002
Si	4.068	9.521	13.59	-0.004	0.012	0.007
Si	1.366	12.251	13.595	-0.01	0.002	0.002
Si	4.08	-1.362	13.604	0.005	-0.012	0.006
Si	6.797	1.364	13.603	-0.007	0.01	0
Si	9.515	4.074	13.591	0.005	0.007	0.004
Si	6.805	6.801	13.587	0.001	-0.005	0.003
Si	9.524	9.526	13.596	-0.004	-0.006	-0.003
Si	6.796	12.227	13.592	0.011	-0.003	0.003
Si	9.515	-1.355	13.592	-0.003	0.004	0.004
Si	12.251	1.357	13.592	0.005	-0.005	-0.001
Si	-1.355	4.08	13.605	-0.001	-0.007	0.007
Si	12.235	6.805	13.596	-0.008	0.007	0.006
Si	-1.354	9.516	13.596	0.011	-0.01	0.001
Si	12.251	12.245	13.603	0	-0.003	0.007
Si	-1.361	-1.359	13.599	-0.005	0.008	-0.002
Si	-0.001	-0.006	14.962	0.005	0.002	-0.004
Si	2.706	2.717	14.977	0.004	0.003	0.006
Si	0.003	5.432	14.978	-0.007	-0.002	-0.001
Si	2.72	8.159	14.959	-0.007	-0.003	-0.005
Si	0.005	10.888	14.943	0.002	0	0.001
Si	2.725	13.6	14.972	-0.002	0.008	0.003
Si	5.435	0.006	14.961	0	0.004	-0.005
Si	8.159	2.721	14.965	-0.001	-0.004	-0.001
Si	5.448	5.445	14.949	0.005	0.003	-0.002
Si	8.161	8.164	14.949	0.008	0.005	0.002
Si	5.419	10.881	14.95	-0.004	-0.016	-0.005
Si	8.155	13.595	14.939	-0.009	-0.005	-0.001
Si	10.885	0.002	14.945	-0.012	-0.004	0
Si	-2.707	2.709	14.959	-0.006	-0.003	-0.001
Si	10.867	5.441	14.943	0.004	0.001	-0.001
Si	-2.714	8.157	14.957	0.007	-0.001	0.001
Si	10.892	10.881	14.955	0.008	0.008	-0.002
Si	-2.717	13.61	14.972	0.008	0.001	-0.003
O	-0.275	-2.52	28.974	-0.75	-0.027	0.407
O	-0.639	9.124	27.37	0.195	0.442	0.239
O	4.081	11.834	23.15	-0.184	-0.434	-0.053
O	8.743	-2.707	32.197	0.037	-0.353	-0.16
O	-1.629	8.538	32.114	0.484	0.273	-0.201
O	4.785	12.994	25.418	-0.036	0.466	-0.411
O	-0.822	13.38	26.007	-0.58	-0.383	-0.156
O	7.142	-0.766	23.025	-0.101	0.175	0.474
O	4.275	7.131	23.156	-0.206	0.507	-0.054
O	8.211	10.926	22.22	-0.098	-0.082	0.318
O	1.589	1.916	24.024	0.011	0.111	0.042
O	-1.876	11.638	23.151	0.257	0.129	0.261
O	11.17	5.335	25.509	-0.06	-0.037	-0.022
O	2.138	6.903	30.784	0.243	-0.242	-0.085
O	10.238	10.553	30.489	-0.254	-0.025	-0.099
O	-0.838	1.666	22.995	-0.006	-0.155	0.315
O	6.507	6.093	24.055	-0.19	0.143	-0.089
O	-2.335	0.75	31.125	0.283	-0.041	-0.089
O	7.609	4.124	22.866	0.498	-0.513	0.338
O	-0.79	7.297	25.494	0.132	-0.27	-0.016
O	3.17	10.773	25.263	0.096	-0.178	0.464
O	8.479	-1.009	30.19	-0.014	0.118	0.037
O	-4.509	3.58	27.883	-0.104	-0.084	-0.268
O	-2.135	11.151	28.079	0.399	0.294	-0.02
O	-4.865	-0.949	27.287	-0.424	0.024	-0.098
O	5.005	12.522	29.962	-0.378	0.228	-0.332
O	3.949	-1.972	27.417	-0.158	-0.063	-0.296
O	1.877	9.429	30.183	-0.386	0.153	-0.749
O	6.932	5.68	32.355	0.359	-0.036	-0.108
O	10.268	0.499	29.063	0.053	0.227	0.172
O	3.454	-0.472	29.491	0.154	-0.257	0.56
O	2.384	4.869	27.122	-0.092	-0.496	-0.075
O	8.584	3.265	32.089	-0.367	0.485	-0.061
O	6.468	9.103	22.954	-0.194	-0.299	0.08
O	-2.231	9.015	29.522	-0.427	0.193	-0.049
O	1.651	-2.628	25.267	0.59	-0.048	0.094
O	1.504	-0.966	27.781	0.064	0.276	-0.537
O	3.008	11.532	31.318	0.066	-0.084	0.346
O	5.504	13.708	22.126	-0.159	0.016	0.347
O	4.438	6.35	27.895	-0.281	0.336	0.04
O	0.626	1.034	32.144	-0.159	0.306	-0.022
O	10.067	12.597	23.135	-0.088	-0.401	0.348
O	-3.63	1.105	28.243	0.183	-0.241	-0.245
O	-3.466	4.601	33.234	0.143	0.092	-0.141
O	-0.733	12.75	32.982	0.004	-0.07	-0.412
O	0.979	7.05	27.416	0.348	0.194	0.167
O	0.245	5.642	31.996	-0.337	-0.041	-0.054
O	6.423	8.023	28.451	0.197	-0.202	-0.38
O	1.611	-1.109	23.062	0.505	0.407	-0.041
O	6.165	-1.195	26.323	-0.252	-0.04	-0.411
O	3.302	8.847	32.177	-0.193	0.419	-0.121
O	0.528	3.935	22.891	-0.32	0.302	0.115
O	5.945	1.22	32.339	0.353	0.023	-0.263
O	0.879	5.199	29.313	0.043	-0.492	0.196
O	-3.919	4.671	23.263	0.162	-0.062	0.148
O	2.578	-0.154	25.191	0.375	-0.096	0.638
O	-3.302	9.013	27.076	-0.128	-0.591	-0.121
O	-3.975	10.121	22.798	-0.46	0.506	0.143
O	11.333	13.595	25.328	0.052	-0.204	0.131
O	5.821	10.724	24.907	0.242	0.186	0.143
O	7.387	-0.781	33.192	-0.117	-0.001	-0.383
O	9.488	8.669	32.319	0.176	-0.255	0.016
O	0.586	11.32	24.968	-0.335	-0.014	-0.156
O	4.793	3.827	27.087	0.624	0.055	0.033
O	-3.929	-0.922	29.871	-0.028	-0.355	-0.197
O	5.506	2.68	22.169	-0.025	-0.027	0.362
O	2.607	5.428	22.163	-0.054	0.039	0.34
O	8.943	6.417	23.009	0.143	0.019	0.391
O	4.688	1.73	30.136	0.375	-0.165	-0.279
O	-1.875	9.09	23.964	0.487	0.05	0.017
O	5.486	11.648	32.33	-0.067	0.139	-0.145
O	-3.48	10.803	25.193	-0.116	0.594	0.184
O	0.134	8.167	22.001	0.027	0.101	0.315
O	-6.053	1.752	33.183	-0.125	-0.161	-0.297
O	-3.497	10.091	33.075	-0.161	-0.196	-0.239
O	9.11	0.992	23.044	0.145	0.309	0.38
O	-1.068	-0.606	27.418	-0.434	0.297	0.07
O	2.321	-2.872	29.294	0.286	-0.19	0.468
O	-2.447	-1.754	32.017	-0.126	-0.101	-0.397
O	4.89	7.168	33.192	0.006	-0.01	-0.425
O	8.535	9.356	27.544	0.317	0.46	0.239
O	-1.746	2.999	32.279	0.469	0.271	-0.27
O	6.641	10.619	28.939	-0.333	-0.17	-0.185
O	-4.487	-0.147	32.315	-0.127	-0.087	-0.06
O	7.903	0.087	27.884	-0.036	-0.209	0.143
O	11.774	-1.724	22.98	0.163	0.043	0.144
O	3.799	0.878	23.047	-0.174	-0.65	0.102
O	6.16	12.874	27.673	0.28	-0.341	-0.438
O	-5.44	8.046	30.238	0.072	0.277	-0.245
O	4.231	5.792	25.401	-0.336	-0.175	-0.32
O	7.878	0.434	25.267	0.1	0.558	0.083
O	-0.488	7.242	30.136	-0.052	0.124	-0.347
O	10.828	2.781	22.25	-0.099	0.034	0.315
O	2.061	1.702	29.968	0.06	0.615	0.106
O	8.124	1.635	30.026	-0.6	-0.022	-0.148
O	10.804	8.114	22.15	0.189	-0.158	0.244
O	3.557	1.585	27.809	-0.273	-0.002	-0.108
O	-4.985	12.098	32.244	0.087	0.611	0.197
O	3.886	2.157	25.304	-0.116	0.197	-0.142
O	9.626	4.949	27.587	-0.36	0.085	0.055
O	5.531	8.158	25.219	-0.319	0.217	0.614
O	10.588	9.421	25.834	-0.039	-0.176	-0.581
O	4.185	8.206	29.749	-0.086	0.542	-0.107
O	-0.523	3.01	25.165	0.028	-0.202	-0.023
O	-3.913	12.032	29.816	0.242	0.084	0.405
O	3.605	2.346	32.497	-0.361	-0.446	-0.147
O	8.027	9.162	25.037	0.159	-0.019	-0.157
O	5.976	1.451	26.774	0.215	0.34	0.117
O	-2.784	-1.264	25.584	-0.216	0.153	-0.627
O	5.473	3.775	31.515	-0.478	0.139	0.09
O	-0.125	13.475	22.266	0.026	0.018	0.442
O	-3.347	13.365	27.493	0.574	0.352	0.105
O	-3.353	6.961	24.669	-0.307	0.447	0.062
O	1.34	8.894	25.604	0.383	-0.086	0.126
O	-2.71	-0.014	22.206	0.062	0.232	0.486
O	8.607	4.937	25.156	-0.253	-0.386	0.175
O	3.991	-2.531	32.156	0.057	0.379	-0.231
O	-4.713	11.161	27.486	-0.415	0.335	0.145
O	-2.012	2.894	27.345	0.15	-0.549	-0.078
O	1.064	12.149	27.388	0.263	-0.584	0.031
O	8.299	8.852	30.06	-0.353	-0.168	0.366
O	7.437	10.088	33.139	0.091	-0.138	-0.479
O	-0.448	2.359	30.174	0.307	0.619	-0.467
O	0.637	11.602	29.988	-0.674	-0.302	0.189
O	7.576	12.86	29.929	0.124	0.015	-0.059
O	9.353	7.187	26.24	-0.017	-0.03	0.053
O	-0.289	4.81	26.989	0.048	0.094	0.011
O	1.797	9.843	23.16	0.32	0.261	-0.045
O	10.143	-3.135	30.111	0.141	0.325	-0.689
O	9.986	3.45	29.777	0.421	-0.219	-0.016
O	-2.93	3.031	29.869	-0.112	0.326	0.108
O	2.141	-0.849	33.045	-0.107	-0.026	-0.472
O	2.115	4.402	33.19	-0.049	-0.027	-0.334
O	-2.551	4.654	25.514	0.066	0.152	0.038
O	-1.473	6.561	23.057	-0.286	-0.652	0.095
O	7.547	4.297	30.043	0.004	0.137	-0.642
O	9.426	-1.383	24.147	0.099	-0.116	0.13
O	-0.12	-0.67	24.988	-0.302	0.387	-0.279
O	-5.202	6.167	32.081	-0.379	0.224	0.082
O	-4.961	5.633	29.461	0.168	-0.031	-0.267
O	0.829	10.651	32.374	-0.149	-0.436	-0.185
O	5.659	6.077	30.137	-0.127	-0.082	0.151
O	0.127	-0.121	29.84	0.036	-0.322	0.14
O	-3.077	6.875	30.729	0.13	-0.445	0.173

Results
total energy: -101658.304 eV
total energy less fixed offsets of O -438.35, Si -107.03 eV per atom: -5.104 eV
